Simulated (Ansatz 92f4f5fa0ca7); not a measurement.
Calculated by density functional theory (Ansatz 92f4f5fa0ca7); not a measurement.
Periodic cell of 430 atoms, Si266O164, from a study of silicon, its oxide and their interface. The atomic structure is a simulated model.
Doubt: the cutoff is far below the 930 eV that the study's wrapper takes by default for these files, so forces and energies are approximate.

Settings: functional PBE; potential files Ansatz PAW; basis plane waves; wave-function cutoff 580 eV; density cutoff ratio 5; exchange-correlation grid ratio 1; k mesh 1 x 1 x 1, Gamma-centred; self-consistency stop 5e-08 eV per atom in the density residual; occupations fixed; spin none; net charge 0.

Cell vectors (angstrom)
a	15.4687	0	0
b	0	12.8259	0
c	0	0	37.4547

Atoms and the computed forces on them: element, x, y, z (angstrom), force x, y, z (eV/angstrom)
Si	-0.044	1.161	34.743	-0.029	0.151	-0.096
Si	3.877	1.149	34.836	0.038	-0.001	-0.109
Si	7.799	1.184	34.775	-0.042	0.016	-0.019
Si	11.644	1.144	34.759	0.047	-0.139	-0.03
Si	1.934	7.58	34.759	-0.011	-0.112	0.054
Si	5.854	7.6	34.66	0.101	-0.002	-0.084
Si	9.618	7.594	34.845	0.073	-0.112	-0.145
Si	13.535	7.591	34.783	0.024	0.171	-0.066
Si	1.934	5.247	35.188	0.311	0.296	-0.067
Si	5.801	5.247	35.188	-0.067	0.266	-0.426
Si	9.668	5.247	35.188	0.217	0.225	-0.332
Si	13.535	5.247	35.188	-0.037	-0.14	0.456
Si	0	11.66	35.188	-0.011	-0.06	0.375
Si	3.867	11.66	35.188	0.053	-0.193	-0.317
Si	7.734	11.66	35.188	0.096	0.42	0.341
Si	11.602	11.66	35.188	-0.201	0.169	0.132
Si	0	4.664	36.424	-0.036	0.019	-0.054
Si	3.867	4.664	36.424	-0.109	0.036	-0.056
Si	7.734	4.664	36.424	-0.054	-0.177	-0.15
Si	11.602	4.664	36.424	0.06	0.038	0.066
Si	1.934	11.077	36.424	-0.013	-0.078	-0.047
Si	5.801	11.077	36.424	-0.051	-0.002	-0.038
Si	9.668	11.077	36.424	0.002	-0.024	-0.022
Si	13.535	11.077	36.424	0.028	-0.033	-0.092
Si	0	2.332	36.837	-0.26	-0.119	-0.144
Si	3.867	2.332	36.837	0.136	0.034	0.349
Si	7.734	2.332	36.837	0.071	-0.028	0.005
Si	11.602	2.332	36.837	0.146	0.006	-0.177
Si	1.934	8.745	36.837	-0.139	0.006	-0.065
Si	5.801	8.745	36.837	0.212	-0.075	-0.526
Si	9.668	8.745	36.837	-0.133	0.196	0.57
Si	13.535	8.745	36.837	0.102	-0.048	0.174
Si	1.934	1.749	0.619	0.056	-0.039	-0.003
Si	5.801	1.749	0.619	-0.016	0.149	-0.028
Si	9.668	1.749	0.619	-0.049	0.007	0.002
Si	13.535	1.749	0.619	0.019	0.024	0.033
Si	0	8.162	0.619	-0.019	0.002	0.012
Si	3.867	8.162	0.619	-0.1	-0.094	-0.148
Si	7.734	8.162	0.619	-0.036	0.021	0.016
Si	11.602	8.162	0.619	-0.038	-0.022	0.008
Si	0	5.83	1.031	0.055	0.068	0.082
Si	3.867	5.83	1.031	0.038	0.011	0.057
Si	7.734	5.83	1.031	0.069	0.025	-0.065
Si	11.602	5.83	1.031	-0.085	0.099	0.088
Si	1.934	12.243	1.031	0.049	0.064	0.089
Si	5.801	12.243	1.031	-0.003	0	-0.012
Si	9.668	12.243	1.031	-0.006	-0.052	-0.023
Si	13.535	12.243	1.031	-0.067	-0.056	-0.026
Si	1.934	5.247	2.268	-0.038	0.008	0.48
Si	5.801	5.247	2.268	-0.02	-0.185	-0.587
Si	9.668	5.247	2.268	-0.201	0.017	-0.155
Si	13.535	5.247	2.268	0.207	0.037	0.394
Si	0	11.66	2.268	-0.164	0	0.112
Si	3.867	11.66	2.268	0.114	0.189	0.501
Si	7.734	11.66	2.268	-0.018	-0.057	-0.19
Si	11.602	11.66	2.268	0.028	-0.283	-0.412
Si	1.934	2.915	2.68	-0.029	0.198	0.157
Si	5.801	2.915	2.68	0.086	-0.328	-0.438
Si	9.668	2.915	2.68	0.139	0.172	0.165
Si	13.535	2.915	2.68	-0.073	0.073	0.095
Si	0	9.328	2.68	0.07	-0.105	0.066
Si	3.867	9.328	2.68	0.112	0.036	0.079
Si	7.734	9.328	2.68	-0.042	0.052	-0.008
Si	11.602	9.328	2.68	0.019	-0.174	-0.133
Si	-3.8	-4.875	22.083	-0.116	-0.06	-0.041
Si	5.71	-5.343	30.344	0.313	0.088	0.149
Si	3.554	-5.393	31.351	-0.074	0.073	0.009
Si	12.949	-3.029	28.696	0.363	-0.115	0.343
Si	2.289	7.272	25.532	-0.009	-0.229	0.105
Si	8.754	9.396	18.311	0.084	0.102	-0.307
Si	13.193	4.454	25.283	0.204	-0.25	-0.084
Si	9.56	11.296	31.789	0.217	-0.009	0.1
Si	7.646	2.078	30.714	-0.001	0.007	-0.164
Si	5.234	7.554	25.998	-0.073	0.017	-0.075
Si	13.538	10.394	32	-0.27	-0.182	-0.002
Si	19.339	1.908	30.663	0.218	-0.012	-0.056
Si	3.923	14.38	28.314	-0.05	0.074	0.675
Si	-3.128	7.492	25.096	0.072	-0.025	0.126
Si	2.045	6.193	28.582	0.089	0.299	0.187
Si	15.084	7.166	31.226	-0.56	0.586	0.272
Si	-2.115	-0.319	26.019	-0.245	-0.018	-0.055
Si	3.914	4.191	31.607	0.383	-0.308	-0.183
Si	7.683	6.104	30.438	-0.031	0.092	-0.02
Si	10.628	-2.638	28.316	0.001	0.082	-0.137
Si	-4.021	14	29.786	0.115	0.29	-0.035
Si	-1.502	5.083	30.579	0.365	-0.643	0.025
Si	13.581	13.598	30.898	0.297	0.235	-0.1
Si	15.637	4.46	21.555	0.036	0.072	0.156
Si	1.864	-1.536	31.837	0.018	-0.014	0.083
Si	1.937	0.862	31.534	-0.156	-0.058	-0.104
Si	1.524	-4.821	30.115	0.051	0.288	-0.465
Si	15.589	3.541	28.7	-0.152	0.104	0.445
Si	9.333	1.459	26.133	-0.022	-0.002	-0.169
Si	5.872	11.158	31.723	-0.025	-0.228	0.04
Si	6.81	7.196	19.081	0.003	0.018	0.025
Si	14.222	11.354	30.009	0.055	0.361	0.005
Si	0.781	4.843	24.592	0.058	-0.043	0.05
Si	2.732	2.658	25.79	-0.058	-0.051	-0.044
Si	5.812	0.774	31.493	-0.194	0.049	-0.127
Si	9.641	0.886	31.327	-0.122	-0.027	0.101
Si	4.144	5.75	29.723	-0.218	-0.247	0.215
Si	5.239	10.045	27.937	0.536	0.071	0.254
Si	6.576	9.724	29.844	0.043	0.024	-0.186
Si	9.048	9.752	30.042	-0.406	-0.207	0.198
Si	-0.013	3.964	32.016	-0.198	-0.408	-0.047
Si	0.107	2.093	30.58	0.039	-0.075	0.339
Si	7.756	4.209	31.844	0.023	-0.16	0.12
Si	11.808	4.866	31.763	0.387	0.325	0.361
Si	1.092	10.516	29.743	-0.356	-0.195	0.118
Si	2.628	11.413	28.137	-0.331	0.015	0.285
Si	9.085	7.731	31.317	0.187	0.061	0.054
Si	13.175	8.442	30.677	0.084	0.256	0.077
Si	2.024	4.102	33.12	0.079	0.188	-0.164
Si	5.793	4.041	33.134	-0.107	0.032	0.014
Si	9.794	4.124	33.052	-0.09	-0.084	-0.246
Si	13.468	3.992	33.238	0.1	-0.111	0.073
Si	0.073	10.449	33.201	-0.076	-0.113	-0.215
Si	3.875	10.588	32.998	0.002	0.085	-0.147
Si	7.728	10.628	33.124	-0.062	0.035	-0.202
Si	11.477	10.553	33.121	0.055	0.247	-0.232
Si	1.951	1.798	33.667	-0.038	0.014	-0.161
Si	5.809	1.734	33.635	0.041	0.017	0.141
Si	9.761	1.801	33.52	-0.138	-0.08	0.008
Si	13.508	1.617	33.352	-0.098	-0.194	-0.016
Si	-0.016	8.094	33.487	0.076	-0.259	-0.054
Si	3.853	8.244	33.515	-0.13	-0.212	0.146
Si	7.885	8.271	33.389	-0.134	-0.087	0.101
Si	11.537	8.256	33.707	0.138	-0.009	0.093
Si	0	2.332	3.917	0.187	-0.385	0.041
Si	3.867	2.332	3.917	0.189	-0.055	-0.194
Si	7.734	2.332	3.917	-0.316	0.201	-0.444
Si	11.602	2.332	3.917	-0.058	-0.325	-0.734
Si	1.934	8.745	3.917	-0.223	-0.545	0.436
Si	5.801	8.745	3.917	-0.04	0.818	0.113
Si	9.668	8.745	3.917	-0.042	-0.05	-0.097
Si	13.535	8.745	3.917	-0.397	-0.328	0.48
Si	1.952	6.381	4.429	0.036	0.017	0.04
Si	5.844	6.469	4.219	-0.021	-0.044	0.022
Si	9.633	6.373	4.337	0.046	0.034	0
Si	13.564	6.328	4.45	0.127	-0.123	0.008
Si	-0.025	12.822	4.342	-0.001	0.09	0.073
Si	3.886	12.843	4.427	-0.002	-0.032	0.153
Si	7.697	12.851	4.286	0.038	0.009	0.072
Si	11.54	12.861	4.228	0.146	-0.009	-0.107
Si	0.056	5.655	5.821	0.011	0.124	0.056
Si	4.034	5.937	5.556	-0.041	0.075	-0.253
Si	7.669	5.848	5.538	-0.03	0.037	-0.038
Si	11.515	5.478	5.402	-0.225	-0.123	0.292
Si	1.898	12.132	5.587	0.065	-0.089	-0.074
Si	5.886	12.326	5.7	-0.131	0.021	-0.057
Si	9.639	12.407	5.498	-0.046	0.003	-0.07
Si	13.413	12.393	5.526	-0.055	-0.077	-0.105
Si	-0.029	3.293	6.067	-0.045	-0.168	0.263
Si	4.662	3.642	5.696	0.163	0.017	0.098
Si	7.078	3.532	5.827	-0.054	0.003	0.158
Si	11.473	3.13	6.062	-0.033	-0.411	-0.097
Si	1.871	9.794	6.049	-0.187	0.081	-0.026
Si	5.678	10.008	5.998	0	-0.108	-0.04
Si	9.536	10.024	5.887	0.026	0.065	0.079
Si	13.383	10.092	5.875	-0.202	0.296	-0.071
Si	3.201	-1.518	9.099	-0.148	-0.272	-0.277
Si	4.041	5.271	8.839	0.15	0.396	0.04
Si	9.95	1.398	7.05	0.042	0.021	-0.002
Si	13.466	2.784	7.284	-0.058	0.233	0.022
Si	-1.098	8.048	8.546	-0.091	0.254	0.439
Si	3.809	9.439	7.435	0.018	0.216	-0.054
Si	7.643	9.498	7.186	-0.019	-0.007	0.025
Si	15.331	5.96	8.273	-0.207	0.02	-0.332
Si	-7.304	13.029	12.846	0.224	0.062	0.129
Si	3.363	4.642	18.718	0.055	0.043	0.056
Si	7.253	7.18	7.443	0.137	0.196	-0.019
Si	4.207	2.267	9.857	0.047	-0.019	-0.23
Si	2.183	10.667	11.274	0.102	0.436	-0.2
Si	1.823	15.947	9.952	-0.369	-0.008	0.172
Si	6.694	12.968	7.942	0.443	0.126	-0.292
Si	17.125	12.766	7.84	0.051	0.134	0.091
Si	6.943	10.941	11.028	0.446	0.301	-0.399
Si	8.584	4.252	13.719	0.072	0.028	-0.211
Si	15.046	11.899	8.502	-0.09	-0.075	0.066
Si	8.094	11.081	8.922	-0.041	-0.218	-0.13
Si	-3.629	17.965	10.627	0.42	0.048	0.16
Si	5.727	16.935	10.214	-0.12	0.23	0.069
Si	9.916	16.579	10.814	-0.438	-0.444	0.377
Si	15.22	9.83	7.277	0.16	0.013	0.08
Si	-2.186	0.48	7.763	-0.1	-0.208	0.074
Si	1.846	5.497	9.694	0.669	0.032	-0.384
Si	11.412	9.772	7.21	0.006	-0.129	0.071
Si	19.185	3.194	7.731	-0.123	-0.267	0.051
Si	-4.066	9.295	10.897	-0.438	-0.552	0.382
Si	7.877	15.111	7.687	-0.141	0.007	0.124
Si	8.029	16.789	9.402	-0.298	0.005	-0.287
Si	11.252	5.702	7.688	-0.041	0.387	-0.778
Si	1.513	2.357	7.723	0.263	0.238	0.091
Si	5.922	5.185	12.287	0.088	-0.635	-0.569
Si	9.193	9.62	15.268	0.112	-0.174	0.053
Si	9.442	6.69	18.511	0.045	0.077	-0.219
Si	2.509	7.734	11.939	-0.171	-0.142	-0.148
Si	8.971	6.047	8.686	0.156	0.098	0.031
Si	14.488	6.031	17.842	0.005	-0.081	0.029
Si	11.095	13.155	8.85	0.121	0.227	0.193
Si	4.033	-3.558	16.027	0.212	0.081	0.174
Si	10.56	-1.958	9.173	-0.153	0.157	-0.288
Si	4.741	7.117	7.549	0.07	-0.136	0.166
Si	13.675	-4.162	10.71	0.535	-0.192	-0.392
Si	-4.751	1.574	17.817	-0.041	-0.025	-0.139
Si	3.627	3.671	13.415	-0.04	0.008	-0.18
Si	8.83	7.993	23.354	-0.177	0.131	-0.221
Si	21.064	8.204	11.993	0.424	-0.1	0.082
O	29.604	6.202	14.067	0.176	-0.067	0.087
O	-18.156	10.965	14.687	0.167	0.061	0.011
O	15.466	11.155	14.83	0.097	0.032	-0.025
O	16.049	-1.524	18.573	0.037	0.008	0.025
O	-5.536	8.257	18.56	-0.026	-0.062	0.111
O	-7.585	27.477	26.733	-0.081	0.018	-0.118
O	18.513	25.823	28.218	-0.047	-0.112	-0.235
O	-2.17	10.928	25.588	-0.026	-0.091	0.032
O	-1.512	-16.856	14.606	0.118	-0.059	0.041
O	-3.018	25.539	27.341	0.083	0.038	-0.119
O	5.573	8.911	22.309	0.01	0.019	0.011
O	21.889	9.379	11.204	-0.155	-0.051	0.158
O	25.122	12.707	20.851	-0.012	0	-0.036
O	-5.075	1.679	16.209	0.002	-0.027	0.103
O	13.816	-0.432	17.721	-0.003	-0.012	-0.026
O	-1.044	2.853	15.199	0.045	-0.028	0.022
O	10.217	10.668	14.624	0.04	0.085	-0.018
O	8.617	-9.87	14.683	-0.004	0.004	0.038
O	-1.382	20.22	11.682	0.033	-0.11	0.262
O	5.552	-4.228	13.562	-0.299	0.034	-0.196
O	22.752	8.647	18.441	-0.042	-0.069	0.056
O	5.553	-11.194	15.403	-0.065	-0.07	-0.09
O	-10.142	31.891	22.51	0.003	0.004	-0.056
O	0.404	3.054	20.742	0.067	-0.102	-0.123
O	-1.912	19.046	19.17	-0.024	0.049	0.007
O	12.176	9.236	21.244	0.025	-0.085	0.024
O	4.885	-4.158	27.127	-0.015	-0.162	-0.107
O	1.361	6.366	24.547	-0.034	0.126	0
O	12.126	16.944	20.113	-0.038	0.013	0.036
O	3.885	10.519	28.712	-0.229	0.066	-0.021
O	10.051	8.054	22.285	0.07	-0.01	-0.037
O	1.734	1.35	25.782	0.03	-0.051	-0.024
O	14.848	2.046	17.721	0.055	-0.019	0.005
O	2.69	1.925	21.321	0.026	-0.016	-0.007
O	23.708	-6.247	19.638	-0.049	0.011	0.014
O	8.197	-7.169	28.913	0.005	0.132	0.004
O	-1.834	8.204	25.832	-0.094	-0.257	-0.26
O	7.839	1.306	16.604	-0.049	-0.025	0.032
O	-13.132	3.451	19.095	0.022	-0.079	-0.011
O	16.137	4.256	23.085	-0.026	-0.022	-0.104
Si	14.067	18.78	12.457	-0.397	0.053	-0.289
Si	10.333	8.102	26.144	0.082	-0.124	-0.124
Si	12.692	0.401	12.433	-0.066	-0.074	-0.071
Si	22.246	17.845	26.132	-0.182	0.002	-0.074
Si	13.773	13.862	18.425	-0.06	0.011	0.057
Si	8.055	3.651	20.927	-0.073	0.079	0.023
Si	12.656	-15.071	20.515	0.011	0.133	-0.026
Si	7.604	13.496	24.029	0.044	0.041	0.162
Si	21.696	4.384	18.457	0.015	0.002	-0.017
Si	-1.324	-2.548	15.252	-0.169	-0.073	-0.071
Si	0.157	14.367	26.132	0.071	0.093	-0.043
Si	14.879	11.519	10.825	-0.245	0.01	-0.409
Si	4.716	1.328	23.904	0.258	-0.031	0.498
Si	-5.029	14.335	10.887	0.176	-0.079	-0.648
Si	14.758	14.648	13.983	0.081	0.255	-0.228
Si	11.381	7.195	31.662	-0.117	-0.003	-0.157
Si	8.956	1.554	15.431	-0.007	0.055	-0.07
Si	1.577	-0.29	18.151	-0.028	-0.086	-0.058
Si	16.86	11.437	22.587	-0.032	-0.01	0.071
Si	6.73	2.396	27.682	-0.003	-0.254	0.317
Si	-1.542	9.672	26.49	-0.007	0.277	0.226
Si	10.656	7.165	10.095	0.007	0.577	0.057
Si	-4.502	-0.346	28.034	-0.229	0.032	-0.266
Si	6.347	9.288	23.669	-0.044	0.12	-0.048
Si	-9.732	-1.051	25.348	0.127	-0.104	0.096
Si	13.215	4.69	8.714	0.044	-0.192	0.013
Si	11.518	10.781	13.667	-0.124	-0.117	-0.035
Si	-5.453	-0.937	19.488	-0.031	0.051	0.007
Si	-7.291	0.486	21.175	-0.032	-0.078	0.215
Si	-2.517	5.481	20.511	0.109	-0.095	-0.048
Si	-0.825	-18.256	15.058	-0.405	0.082	0.049
Si	8.799	6.757	15.438	0.152	0.157	-0.186
Si	1.716	2.315	20.071	-0.111	0.113	0.024
Si	-4.139	16.245	27.479	-0.094	-0.218	-0.265
Si	6.551	8.61	14.816	0.635	-0.044	0.296
Si	-1.933	14.686	24.005	-0.022	-0.076	0.048
Si	20.448	12.783	9.561	-0.061	0.007	0.567
Si	-1.283	25.777	21.505	-0.135	0.154	0.152
Si	-3.435	7.791	8.21	-0.202	0.075	-0.021
Si	20.793	1.236	13.841	0.022	0.266	0.014
Si	10.591	4.145	19.579	0.055	-0.052	-0.023
Si	-0.971	10.975	18.168	-0.085	0.096	-0.033
Si	-10.517	-5.25	21.64	0.096	-0.046	0.113
Si	6.733	18.4	23.047	-0.136	0.137	0.06
Si	16.179	-9.183	11.947	0.049	-0.755	-0.59
Si	2.219	20.079	14.359	-0.179	-0.19	0.508
Si	16.924	6.585	19.644	-0.09	-0.116	0.089
Si	5.697	-0.009	19.359	0.002	0.051	-0.023
Si	3.181	11.665	14.063	-0.064	0.202	-0.031
Si	3.904	10.656	18.715	0.016	-0.039	0.132
Si	3.677	0.722	21.846	0.081	0.005	-0.187
Si	2.458	17.27	15.853	0.006	-0.188	0.231
Si	15.039	3.264	16.649	-0.082	0.079	-0.053
Si	9.229	18.497	27.657	-0.354	-0.228	0.188
Si	2.414	-3.804	20.926	0.04	-0.062	0.021
Si	1.126	25.185	14.996	-0.145	0.066	0.133
Si	1.4	10.272	25.538	-0.079	-0.172	0.092
Si	21.775	1.837	16.821	0.214	-0.001	0.041
O	30.45	14.9	24.732	0.082	0.024	0.069
O	23.857	5.119	26.363	0.228	0.05	0.025
O	20.148	0.393	20.583	0.01	-0.015	-0.012
O	34.041	-14.681	12.583	0.259	-0.172	0.128
O	35.534	15.26	12.972	0.069	-0.271	0.117
O	12.399	18.676	25.063	-0.093	0.248	-0.08
O	-0.681	17.65	25.316	-0.148	0.048	0.066
O	1.121	-9.137	16.392	0.071	0.059	-0.031
O	21.76	3.45	17.125	-0.026	-0.004	-0.011
O	-0.02	15.441	27.355	-0.053	0.02	-0.27
O	13.829	12.611	11.433	-0.04	0.039	0.11
O	-5.04	2.625	26.365	0.117	0.139	0.084
O	9.747	8.07	15.137	-0.095	-0.019	0.063
O	-2.793	5.174	12.085	-0.126	-0.005	-0.059
O	12.778	26.306	24.83	0.061	-0.026	0.028
O	-9.833	7.441	20.164	0.038	0.006	-0.098
O	6.322	-6.092	11.875	-0.036	0.377	0.083
O	28.183	16.63	26.704	0.041	0.066	0.114
O	18.878	-2.811	20.118	0.026	0.05	-0.073
O	22.85	3.838	19.459	0.017	-0.007	-0.051
O	10.048	0.161	18.284	0.021	-0.021	0.016
O	6.333	27.374	23.857	-0.11	-0.098	-0.033
O	-12.158	15.546	27.322	-0.005	0.032	-0.177
O	4.819	16.995	19.246	-0.067	-0.012	0.005
O	21.664	8.157	24.837	0.079	-0.046	0.036
O	3.361	17.717	17.115	-0.01	0.041	-0.006
O	-3.597	1.604	11.718	0.117	-0.065	0.291
O	6.176	16.591	26.99	-0.011	0.126	-0.069
O	9.039	14.132	24.514	-0.082	-0.006	0.091
O	-11.584	2.541	24.64	0.031	-0.105	-0.081
O	3.282	20.821	15.366	-0.115	-0.059	-0.158
O	14.076	4.903	21.536	-0.05	0.037	-0.044
O	13.862	-2.582	19.471	0.025	-0.043	0.004
O	16.865	8.181	19.957	-0.002	0.039	-0.037
O	7.034	-8.267	13.307	0.023	0.105	0.139
O	30.596	2.577	12.583	-0.239	-0.102	0.506
O	8.932	0.353	14.307	-0.109	-0.052	-0.143
O	-3.987	-1.594	19.61	0.011	-0.048	-0.013
O	-2.06	0.954	13.775	-0.049	-0.088	0.048
O	1.864	16.816	25.464	0.012	0.033	0.06
O	5.714	24.859	10.895	-0.174	0.019	-0.127
O	-9.174	5.989	18.075	0.017	0.019	0.04
O	-2.325	-1.131	21.61	-0.02	-0.086	-0.019
O	-14.324	-1.649	24.195	0.024	0.018	-0.055
O	8.934	10.675	19.289	0.015	0.03	0.114
O	7.252	19.982	15.08	-0.186	0.065	-0.027
O	7.43	2.587	29.136	-0.019	0.046	0.086
O	0.958	5.727	20.926	0.032	0.035	-0.032
O	-7.556	19.521	23.005	0.132	0.023	0.033
O	21.1	36.274	24.214	-0.079	-0.04	-0.099
O	-18.903	6.576	21.29	-0.052	0.087	0.086
O	-6.142	20.724	24.886	-0.037	-0.046	0.201
O	2.154	-9.157	12.718	0.195	0.26	0.356
O	3.085	12.002	18.325	0.029	0.064	0.018
O	0.066	-2.887	26.419	-0.021	-0.062	0.052
O	-5.631	0.114	26.896	0.155	-0.081	0.174
O	-1.05	10.014	11.289	0.003	0.341	0.171
O	-9.844	1.018	18.072	-0.054	-0.046	0.035
O	1.957	6.504	11.021	-0.116	0.192	0.241
O	7.933	9.371	23.273	0.041	-0.122	0.051
O	17.671	5.664	14.807	-0.077	0.225	-0.122
O	19.12	9.507	17.593	-0.012	-0.048	-0.079
O	26.031	18.4	18.777	0.031	-0.015	0.046
O	17.424	6.883	27.09	0.027	-0.02	-0.142
O	22.2	13.797	13.056	-0.15	-0.018	-0.041
O	19.533	-4.784	11.508	0.064	0.059	-0.193
O	3.367	16.231	14.996	0.015	0.015	0.049
O	-12.126	-4.967	21.636	-0.073	0.034	-0.012
O	17.513	8.829	25.143	-0.015	0.118	-0.045
O	-5.312	-9.941	18.633	-0.006	0.032	0.036
O	14.116	13.605	20.004	0.071	-0.009	0.008
O	17.182	-3.73	11.437	-0.054	-0.114	0.005
O	9.579	17.043	20.855	0.039	-0.03	0.013
O	21.109	-3.816	16.089	-0.141	0.021	-0.062
O	23.221	-12.955	22.622	-0.01	0.013	-0.173
O	20.887	11.263	18.887	-0.065	-0.01	-0.041
O	6.491	4.934	24.527	0.056	-0.028	0.097
O	-1.267	4.419	29.054	0.106	0.204	-0.288
O	7.224	12.411	25.19	-0.022	0.056	-0.049
O	-6.223	-7.311	14.507	0.011	0.036	0.082
O	-6.568	32.016	17.003	-0.032	-0.085	0.107
O	1.28	4.723	28.574	-0.114	-0.073	-0.088
O	-2.637	3.339	24.104	0	0.059	0.069
O	16.05	0.891	14.28	0.009	-0.111	0.06
O	-6.343	13.694	11.695	0.057	0.055	-0.062
O	19.778	-0.013	13.875	0.042	-0.14	-0.016
O	-3.946	-0.682	12.778	0.092	0.078	0.054
O	19.171	-15.042	15.185	0.034	-0.02	-0.04
O	4.589	12.872	24.964	0.042	0.056	-0.108
O	-18.632	14.459	18.125	0.058	-0.024	0.022
O	-4.083	-16.079	12.569	0.129	0.175	-0.035
O	17.873	-1.773	26.553	-0.033	0.091	-0.121
O	13.728	-11.472	22.481	-0.004	-0.033	-0.081
O	-4.949	17.568	27.947	0.048	0.085	0.069
O	40.399	16.821	12.394	0.145	0.168	0.146
O	9.804	19.985	27.378	0.071	0.24	-0.007
O	29.706	4.526	17.276	0.028	-0.02	-0.023
O	-15.588	17.884	11.968	0.074	0.169	0.167
O	-1.266	7.041	16.597	0.073	0.032	-0.069
O	-7.735	22.532	14.543	-0.185	-0.059	-0.02
O	7.198	-12.779	19.965	0.007	-0.044	-0.047
O	6.028	6.343	26.726	0.055	-0.03	0.034
O	27.853	-4.824	23.54	0.035	-0.026	0.099
O	16.215	-5.082	14.871	0.268	0.012	-0.088
O	1.512	9.94	21.928	-0.025	-0.031	-0.05
O	5.634	11.202	26.856	0	0.089	-0.218
O	11.591	2.564	28.831	-0.01	-0.301	0.368
O	7.159	17.203	22.054	0.049	-0.105	-0.057
O	1.418	0.984	19.166	-0.035	-0.005	-0.031
O	-5.182	22.443	26.768	-0.017	-0.039	-0.016
O	20.958	14.159	27.837	0.053	0.073	-0.167
O	2.981	6.083	19.373	0.013	-0.055	-0.059
O	14.262	10.036	16.867	0.03	-0.006	-0.004
O	4.442	-7.769	13.022	-0.217	0.07	0.256
O	14.882	0.122	26.457	0.039	0.013	0.018
O	-12.685	-0.594	22.267	-0.006	0.065	0.056
O	-6.513	10.015	16.823	-0.04	-0.039	0.105
O	15.649	12.361	21.963	0.08	-0.055	-0.024
O	0.91	11.711	11.46	0.182	-0.16	0.097
O	16.799	12.834	16.569	0.014	0.002	-0.019
O	19.346	6.982	25.301	0.012	0.021	0.023
O	8.16	2.09	21.331	0.023	0.034	-0.038
O	0.569	-6.57	18.313	0.041	0.036	-0.028
O	7.86	-1.325	12.303	-0.153	-0.154	0.072

Results
free energy: -262361.450 eV
free energy less fixed offsets of O -568.88, Si -635.61 eV per atom: 7.130 eV

The program warned: the cutoff lies below the one the program advises for these potential files; the exchange-correlation potential is rough where the density is thin.
